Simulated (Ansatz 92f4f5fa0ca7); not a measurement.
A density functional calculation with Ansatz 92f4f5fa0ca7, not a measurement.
Periodic cell of 226 atoms, Si132O92As2, from a study of silicon, its oxide and their interface. The atomic structure is a simulated model.
Doubt: the cutoff is far below the 930 eV that the study's wrapper takes by default for these files, so forces and energies are approximate.

Settings: functional PBE; potential files Ansatz PAW; basis plane waves; wave-function cutoff 580 eV; density cutoff ratio 5; exchange-correlation grid ratio 1; k mesh 1 x 1 x 1, Gamma-centred; self-consistency stop 5e-08 eV per atom in the density residual; occupations fixed; spin none; net charge 0.

Cell vectors (angstrom)
a	10.938	0	0
b	0	10.938	0
c	0	0	31.9494

Atoms and the computed forces on them: element, x, y, z (angstrom), force x, y, z (eV/angstrom)
Si	10.6158	0.0186	24.424	0.0021	-0.0014	-0.0064
Si	5.0644	0.1398	24.6661	0.0006	-0.0033	-0.0039
Si	2.8117	2.3083	24.5316	-0.0013	-0.0018	-0.0066
Si	8.5573	2.452	24.5632	-0.0017	0.0024	-0.0027
Si	10.6947	5.6038	24.3359	-0.0026	-0.0048	-0.0025
Si	5.1468	5.6301	24.4532	0.0031	-0.0012	-0.008
Si	2.9773	7.9687	24.4059	0.001	0.0067	-0.0033
Si	8.4041	7.8466	24.4148	-0.0018	-0.0008	-0.0091
Si	1.2852	1.1459	25.8433	-0.0037	-0.0011	-0.0026
Si	6.8066	1.3391	25.742	-0.0011	-0.0016	-0.0019
Si	3.9784	4.0229	25.734	-0.0007	-0.0019	-0.0009
Si	9.6764	4.0382	25.8507	0.0007	-0.0008	-0.0036
Si	1.3304	6.8038	25.669	0.0012	-0.0036	-0.0002
Si	6.7962	6.7346	25.7535	-0.0012	-0.0005	-0.0008
Si	3.9916	9.4806	25.957	-0.0004	-0.0031	-0.0046
Si	9.4731	9.4536	25.8019	-0.0014	-0.0009	0.0005
Si	2.6262	-0.1241	27.2908	0.0054	0.0028	-0.0004
Si	8.13	-0.0585	27.1485	0.0035	0.0036	0.0021
Si	0.0667	2.6685	27.2084	-0.0024	0.0003	0.0001
Si	5.4425	2.7286	27.1153	0.0007	-0.0002	0.0022
Si	2.6586	5.4242	27.1118	0.0017	0.0029	0.004
Si	8.1808	5.3776	27.1381	0.003	-0.0002	0.0011
Si	0.0002	8.1568	27.1287	-0.001	0.0054	0
Si	5.5022	8.1526	27.1803	0	0.001	0.0006
Si	4.08	1.3317	28.5017	0.0016	0.0007	-0.0022
Si	9.5368	1.3309	28.5043	0.003	0.0012	-0.0029
Si	1.3818	4.0703	28.5663	0.002	-0.0011	0.0021
Si	6.8038	4.0631	28.5295	0.0022	0.0035	0.0022
Si	4.0798	6.7837	28.4891	0.001	-0.0005	-0.0028
Si	9.5511	6.7873	28.4861	0.002	-0.0105	-0.002
Si	1.2858	9.4817	28.6212	0.0062	-0.0022	0.0075
Si	6.8205	9.5372	28.5658	-0.0018	-0.0017	0.0019
Si	-0.0322	-0.0014	29.9134	-0.0124	-0.0016	0.0041
Si	5.4599	-0.0023	29.8976	0.0047	-0.005	-0.0006
Si	2.7621	2.7165	29.9055	-0.0017	0.0086	-0.0008
Si	8.1963	2.7214	29.8887	0.0008	-0.0061	-0.0005
Si	-0.0061	5.4583	29.8918	0.0055	-0.0034	-0.002
Si	5.4599	5.4582	29.89	-0.0051	-0.0021	-0.0015
Si	2.7489	8.1652	29.9056	-0.0041	-0.0029	-0.0049
Si	8.2234	8.1803	29.89	-0.0045	0.0147	0.009
Si	1.3673	1.3673	31.2657	0.0211	0.0047	-0.0923
Si	6.8362	1.3673	31.2657	0.0282	-0.0046	-0.0175
Si	4.1018	4.1018	31.2657	0.0769	-0.0618	0.0547
Si	9.5708	4.1018	31.2657	-0.0981	-0.1021	-0.0704
Si	1.3673	6.8362	31.2657	0.0186	-0.1513	0.035
Si	6.8362	6.8362	31.2657	0.0652	0.0129	-0.1428
Si	4.1018	9.5708	31.2657	-0.0368	-0.0349	-0.028
Si	9.5708	9.5708	31.2657	-0.1578	-0.1253	0.1176
Si	2.7345	0	0.6835	0.0214	0.0494	0.0633
Si	8.2035	0	0.6835	-0.0409	0.058	0.0133
Si	0	2.7345	0.6835	-0.0324	-0.0873	-0.0132
Si	5.469	2.7345	0.6835	-0.0247	0.1213	0.1207
Si	2.7345	5.469	0.6835	-0.0264	-0.0872	-0.1651
Si	8.2035	5.469	0.6835	-0.0166	0.1151	0.029
Si	0	8.2035	0.6835	0.0005	0.168	0.1072
Si	5.469	8.2035	0.6835	0.2037	0.2195	0.0139
Si	4.101	1.3769	2.0666	0.0048	-0.0014	-0.0053
Si	9.5929	1.3476	2.0649	0.0036	-0.0273	0.0083
Si	1.3649	4.1075	2.0292	0.0679	-0.0194	0.002
Si	6.8346	4.1273	2.0484	0.001	-0.0101	-0.0035
Si	4.1169	6.8326	2.0187	0.0194	-0.0732	0.0116
Si	9.5789	6.8438	2.0645	0.0072	0.0095	-0.0206
Si	1.3715	9.5903	2.0602	-0.0142	-0.009	-0.0236
Si	6.8288	9.6177	2.0642	0.021	-0.009	0.0133
Si	0.0522	0.0291	3.4992	0.0075	0.0104	0.0336
Si	5.4819	0.0558	3.4725	-0.0006	-0.0047	-0.0207
Si	2.7186	2.7697	3.4074	0.0021	-0.0175	-0.0006
Si	8.2508	2.7868	3.3689	0	0.0201	-0.0231
Si	0.0646	5.4932	3.4028	-0.0901	0.0647	0.0651
Si	5.4836	5.526	3.4249	0.0299	0.0052	-0.003
Si	2.7687	8.2015	3.3442	-0.0901	0.0796	0.0858
Si	8.2575	8.2942	3.412	0.0179	0.0183	0.0347
Si	1.3572	1.4912	4.8698	-0.0151	0.0046	-0.0046
Si	6.8878	1.5124	4.7808	0.0105	-0.0156	0.0426
Si	4.0357	4.1887	4.7443	-0.0358	0.0327	-0.0628
Si	9.596	4.1462	4.7603	0.0121	0.0202	-0.0322
As	1.2419	7.0825	4.8226	0.0067	0.0078	-0.0536
Si	6.8234	7.0159	4.7354	-0.0191	0.0077	-0.0094
Si	4.0544	9.5843	4.7682	0.0034	-0.0169	-0.0109
Si	9.5924	9.6386	4.8851	-0.1766	0.0906	0.1065
Si	2.7136	0.0239	6.1384	-0.0171	0.0206	-0.053
Si	8.3034	0.1704	6.1799	-0.0517	0.0785	-0.0937
Si	-0.016	2.8986	6.2916	-0.0007	-0.0275	0.0372
Si	5.4587	2.8788	6.0601	-0.0166	-0.0177	0.0012
Si	2.7158	5.6586	6.0569	-0.0121	0.0251	0.0883
Si	8.2373	5.6323	5.9663	-0.0023	0.0096	-0.037
As	-0.8602	9.0014	7.198	0.7523	-0.3526	-0.5188
Si	5.4755	8.361	6.1941	0.045	-0.003	0.0073
Si	4.3726	1.2154	7.32	0.0101	-0.0043	0.0663
Si	9.833	1.2949	7.6755	0.0268	0.0815	-0.0528
Si	1.1569	4.6088	7.4743	0.0067	0.0098	0.0153
Si	6.5826	4.5888	7.2353	0.0042	0.0208	0.0744
Si	4.2709	6.7862	7.4899	-0.016	0.0197	0.005
Si	9.6191	6.6495	7.5955	0.0498	0.1281	0.1881
Si	1.234	10.1556	7.8316	-0.1845	-0.1544	0.228
Si	6.6774	9.9925	7.4466	-0.061	0.0518	-0.0492
O	9.5729	1.2541	23.9829	0.0005	-0.001	0.0038
O	4.0952	6.8188	23.9444	-0.0023	-0.0011	0.0047
O	4.0012	1.2539	24.0296	-0.0006	0.0005	0.0019
O	9.5259	6.7187	23.8949	0.0002	0.0011	0.0023
O	-0.0175	5.6872	8.0055	-0.0578	0.0521	-0.0672
O	5.5265	0.1724	7.9047	-0.0048	0.011	0.0039
O	0.2959	0.5488	8.2714	-0.1161	-0.059	-0.0138
O	5.4643	5.6725	7.8303	0.0123	-0.0309	-0.0063
O	7.5071	4.0218	8.4574	-0.0228	-0.0031	-0.0308
O	8.585	6.9353	8.8908	-0.0821	0.0049	0.0599
O	2.1288	9.5646	9.1194	0.0768	0.0445	-0.0091
O	8.8451	1.7693	8.9418	-0.0059	0.0209	0.031
O	7.3801	9.391	8.8066	-0.0229	-0.0221	0.0324
O	3.571	1.8794	8.5903	0.0109	-0.0052	-0.0287
O	3.519	7.3204	8.8873	0.0132	-0.0085	-0.0088
O	2.0678	4.1023	8.7673	-0.0036	0.0047	-0.0065
O	8.1247	3.5025	23.3576	0.0015	-0.0022	0.0042
O	0.4321	4.9457	22.9532	-0.0011	0.0027	0.005
O	1.8864	2.7567	23.246	0.0029	-0.0025	0.0077
O	5.8174	4.925	23.119	-0.0023	0.001	0.0058
O	5.5071	9.9985	23.5082	0.0008	0.0018	0.0018
O	2.4314	8.7052	23.0219	0.0012	-0.0032	0.0055
O	0.1778	10.0843	23.0914	-0.002	0.0011	0.006
O	7.7651	8.5827	23.0708	0.0026	-0.0024	0.0066
Si	8.625	7.7207	18.4424	-0.0006	0.0001	-0.0094
Si	8.7397	6.4065	13.6634	-0.0031	-0.0182	0.0057
Si	3.7456	1.5794	14.7338	-0.0013	0.0024	-0.0074
Si	2.1013	5.7675	17.6414	-0.0004	-0.0015	-0.0096
Si	2.3838	3.1581	19.4916	0.0002	-0.001	-0.0086
Si	9.7602	9.0647	12.0804	0.0201	0.0064	0.024
Si	1.3147	9.4359	22.0814	0.0003	0.0002	-0.0105
Si	9.1327	1.0052	13.1939	-0.0018	0.016	0.0052
Si	1.3627	5.096	13.045	0.001	-0.0006	-0.0043
Si	1.7405	8.2833	12.8116	0.0155	-0.0134	-0.007
Si	6.6272	9.5624	22.4263	-0.0015	0.0012	-0.0088
Si	4.4878	4.6239	15.7312	-0.0005	-0.001	-0.0088
Si	8.1487	3.1015	9.607	0.0193	-0.0202	0.0217
Si	0.8077	8.263	19.2713	-0.0008	-0.0006	-0.0096
Si	6.9241	1.3619	21.0939	-0.0008	-0.0007	-0.0091
Si	8.1108	8.2704	9.7363	-0.0492	-0.0901	0.0508
Si	10.8414	5.242	15.6277	0.0021	-0.0031	-0.011
Si	7.5369	9.5366	16.3273	-0.0009	0.0007	-0.0059
Si	9.9063	2.0692	20.306	-0.0001	-0.0007	-0.0105
Si	3.1721	8.5592	9.9304	-0.0405	0.028	-0.0279
Si	6.6631	3.3615	17.4165	0.0002	-0.0006	-0.0082
Si	1.1408	0.223	19.8063	-0.0005	0.0012	-0.0093
Si	3.1831	2.8736	12.2983	-0.0001	0.0045	-0.0045
Si	7.1879	5.4111	19.6856	0.0002	0.0006	-0.0113
Si	5.6826	8.6965	11.6056	-0.0289	0.0013	0.0153
Si	5.7312	6.1237	13.2364	-0.004	-0.0039	0.0007
Si	4.5957	9.7255	17.6257	0.0007	-0.0008	-0.0084
Si	1.0009	3.6087	22.1788	-0.0011	-0.0018	-0.0126
Si	4.8657	1.4995	18.8056	0.0001	-0.0011	-0.0101
Si	3.165	3.1525	9.5036	-0.0169	0.0052	0.0009
Si	6.411	10.8687	13.8072	-0.003	0.0028	0.0024
Si	10.3133	0.1541	15.9709	-0.0025	-0.0014	-0.0076
Si	5.6144	3.7239	11.1725	-0.0047	-0.0016	0.0085
Si	9.7891	3.9522	11.9201	0.0033	0.0017	0.0023
Si	2.3007	9.9541	15.5406	0.0008	-0.0012	-0.0089
Si	6.0397	8.1373	19.8001	-0.0001	-0.0006	-0.0095
Si	6.9187	3.9863	22.3751	0.0007	-0.0008	-0.0097
Si	9.7226	2.805	17.3772	0.0003	-0.0002	-0.0089
O	7.1476	6.4329	13.9982	0.003	0.0013	0.0015
O	1.8484	7.0735	18.6936	-0.0014	0.0015	0.0045
O	10.2447	4.0802	16.5555	0.0014	-0.0018	0.0029
O	6.1306	9.9837	17.0642	-0.0023	-0.0003	0.0036
O	10.1061	0.7397	14.4669	-0.0006	-0.0053	-0.0007
O	8.4092	6.1364	18.8507	-0.0005	-0.0015	0.0039
O	5.1325	0.739	14.4458	0.0026	-0.0022	0.001
O	5.6878	2.067	17.5258	0.0001	-0.0026	0.0036
O	8.3216	1.9525	20.5559	-0.001	-0.0003	0.0037
O	1.9506	4.3131	18.4065	-0.0005	-0.0007	0.0039
O	6.9229	2.8671	10.6789	0.003	0.0009	-0.0122
O	4.8182	2.7698	12.2272	0.0015	-0.0012	-0.0008
O	5.9942	4.4071	16.357	0.0017	-0.0011	0.0055
O	4.533	3.9817	9.9403	0.0025	-0.0013	-0.0092
O	10.668	2.7814	21.5643	0.0015	0.002	0.0056
O	9.6723	6.2031	15.0027	-0.0017	0.0027	0.0008
O	5.9751	6.501	19.8412	-0.0001	-0.0008	0.0034
O	4.0448	0.1883	18.2881	-0.0001	0.0004	0.0028
O	9.2184	10.5946	12.2683	-0.0048	-0.0108	0.0025
O	2.7994	4.4101	12.7284	-0.0011	-0.0017	0.0008
O	1.8931	10.7173	21.2102	0.0002	-0.0024	0.0055
O	3.9627	2.7408	19.3823	-0.0011	0	0.0036
O	0.6881	10.0724	15.9619	-0.0014	0	0.0017
O	1.2461	9.8174	18.839	-0.0003	-0.001	0.0036
O	1.6823	1.6783	19.2739	-0.0006	-0.0002	0.004
O	8.9054	10.4317	16.5096	0.0013	-0.0002	0.0014
O	4.8364	8.5972	18.7903	0.0005	-0.0012	0.0038
O	9.4771	8.7632	10.4967	-0.0231	-0.0022	-0.0029
O	6.7152	4.0995	18.8648	0.0006	0.0012	0.0048
O	2.7985	1.765	13.4008	0.0009	-0.0032	0.0041
O	5.7958	8.784	21.2667	0.0007	0.0019	0.0063
O	2.4969	2.5334	10.8636	-0.0013	-0.0027	-0.0062
O	7.5958	4.8674	21.1716	-0.0001	-0.0015	0.0066
O	5.1198	7.5331	12.6345	0.001	-0.0001	-0.0026
O	0.3901	9.1042	12.4608	-0.0167	0.0023	-0.0111
O	7.5426	1.1019	13.5802	0.0023	-0.0045	-0.0028
O	7.0754	9.6838	14.7576	0.0019	-0.0023	0
O	8.9327	5.0732	12.7353	-0.0018	0.0007	0.0021
O	8.065	8.0728	16.9146	0.0011	-0.0017	0.0032
O	6.1924	2.5892	21.9038	-0.0001	0.0012	0.0042
O	2.405	9.1051	14.1006	-0.005	0.0018	0.002
O	0.3744	4.5363	11.8724	-0.0012	-0.0024	0.0026
O	0.7859	8.3342	20.9425	0.0005	0.001	0.0065
O	9.3264	3.9222	10.3642	-0.0078	-0.0005	-0.0162
O	9.6107	2.4282	12.5258	-0.0015	-0.0072	-0.0004
O	7.5845	8.5803	19.3956	-0.0011	0.0002	0.0035
O	2.506	8.1558	11.368	-0.0061	-0.0052	0.005
O	3.9239	3.0902	15.3933	-0.0004	-0.0003	0.004
O	0.7676	4.5186	14.449	-0.0019	0.0015	0.0049
O	10.0229	3.0141	18.9696	0.0009	-0.0014	0.0068
O	9.116	7.8508	12.9843	0.0017	0.0127	-0.0109
O	10.488	0.5487	20.0834	-0.0004	-0.0007	0.0035
O	5.9729	5.1102	11.9561	0.0016	0.001	-0.0015
O	8.123	2.761	17.0232	-0.0004	-0.0011	0.0019
O	3.5058	5.5057	16.7559	-0.001	-0.0013	0.0048
O	4.6203	9.1549	10.4291	0.0247	-0.0078	0.0075
O	1.4604	6.716	13.209	-0.0033	0.0005	0.0021
O	4.7169	5.5176	14.3733	-0.0016	-0.0036	0.0048
O	2.0213	3.8673	20.9234	-0.001	0.0002	0.0062
O	10.5256	1.4484	16.945	0	-0.0024	0.0012
O	0.9191	6.0998	16.562	0.0011	-0.0003	0.0043
O	7.3095	10.9607	21.9343	-0.0005	-0.0022	0.0044
O	5.9	0.928	19.9214	0.0014	-0.0003	0.0067
O	6.0121	10.0736	12.4315	0.002	-0.0044	-0.0044
O	2.7995	0.5773	15.5935	-0.002	-0.0024	0.0015
O	6.989	7.986	10.9009	0.017	0.0033	-0.0123
O	10.2102	8.0347	18.699	0.0021	0.0005	0.0033
O	3.4089	9.2293	16.5704	0.0006	-0.0008	0.0033

Results
free energy: -145948.998 eV
free energy less fixed offsets of As -4856.12, O -568.88, Si -635.61 eV per atom: 0.722 eV

The program warned: the cutoff lies below the one the program advises for these potential files; the forces do not sum to zero within the program's tolerance; the exchange-correlation potential is rough where the density is thin.
